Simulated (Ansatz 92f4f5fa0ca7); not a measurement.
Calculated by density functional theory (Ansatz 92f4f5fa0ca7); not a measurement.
Periodic cell of 184 atoms, Si120O64, from a study of silicon, its oxide and their interface. The atomic structure is a simulated model.

Settings: functional r2SCAN; potential files Ansatz norm-conserving; basis plane waves; wave-function cutoff 1300 eV; density cutoff ratio 4; exchange-correlation grid ratio 1; k mesh 2 x 2 x 1, shifted by 0.5 0.5 0.5 of a step; self-consistency stop 5e-08 eV per atom in the density residual; occupations Fermi-Dirac, 0.05 eV; spin none; net charge 0.

Cell vectors (angstrom)
a	10.888	0	0
b	0	10.888	0
c	0	0	27.1529

Atoms: element, x, y, z (angstrom)
Si	0.3068	-0.0503	0.0289
Si	3.0112	2.6747	0.1217
Si	-0.281	5.9033	-0.0328
Si	2.521	8.625	0.0186
Si	5.1369	0.3413	0.1404
Si	7.8441	3.071	0.1152
Si	5.8552	5.4543	0.1393
Si	8.4584	8.2408	-0.0482
Si	1.4098	1.5107	1.381
Si	4.1669	4.2835	1.3514
Si	1.3659	6.9663	1.2657
Si	4.0435	9.6577	1.4577
Si	6.7541	1.4743	1.4159
Si	9.5341	4.2285	1.2855
Si	6.9519	7.0365	1.3997
Si	9.6083	9.7048	1.3529
Si	-0.0235	2.8384	2.6671
Si	2.707	0.1314	2.8115
Si	0.0194	8.2685	2.7196
Si	2.7103	5.5761	2.6469
Si	5.4179	2.8442	2.7789
Si	8.1715	0.105	2.6954
Si	5.4472	8.2564	2.7193
Si	8.2382	5.579	2.7516
Si	1.3733	4.168	4.0253
Si	4.0901	1.4617	4.147
Si	1.3609	9.5975	4.115
Si	4.0811	6.8716	4.0559
Si	6.8385	4.1788	4.0881
Si	9.529	1.4493	4.0549
Si	6.8215	9.604	4.0665
Si	9.5885	6.8938	4.1212
Si	-0.0347	0.0499	5.4364
Si	2.6906	2.7965	5.4539
Si	0.0383	5.485	5.4457
Si	2.7301	8.2014	5.4449
Si	5.4601	0.0468	5.4488
Si	8.1722	2.7705	5.443
Si	5.4239	5.4915	5.4304
Si	8.162	8.2194	5.4428
Si	1.3384	1.3851	6.7908
Si	4.0837	4.1132	6.8165
Si	1.4049	6.8026	6.8221
Si	4.1035	9.5385	6.7966
Si	6.8321	1.3696	6.8136
Si	9.5568	4.1014	6.7937
Si	6.7944	6.8286	6.7875
Si	9.5185	9.5572	6.8203
Si	-0.0116	2.711	8.1772
Si	2.688	-0.0255	8.1239
Si	-0.0113	8.1326	8.1411
Si	2.7336	5.4283	8.2225
Si	5.4328	2.6967	8.1505
Si	8.1621	-0.0043	8.214
Si	5.4455	8.163	8.1725
Si	8.1416	5.4208	8.1262
Si	1.3689	4.0099	9.56
Si	4.0626	1.2959	9.4772
Si	1.3455	9.476	9.498
Si	4.1226	6.7821	9.5601
Si	6.8293	4.0128	9.5054
Si	9.5252	1.3589	9.5715
Si	6.8139	9.4712	9.5632
Si	9.5085	6.7455	9.4854
Si	-0.023	-0.0782	10.8681
Si	2.726	2.5851	10.9006
Si	-0.0924	5.3237	10.8514
Si	2.6996	8.1197	10.8776
Si	5.3994	-0.0562	10.8592
Si	8.1382	2.6725	10.9684
Si	5.5062	5.3609	10.8682
Si	8.1865	8.0644	10.9041
Si	1.3707	1.164	12.2673
Si	4.1433	3.9628	12.174
Si	1.2654	6.703	12.1161
Si	4.0896	9.456	12.247
Si	6.7244	1.2653	12.2675
Si	9.5272	3.9874	12.3762
Si	6.9327	6.6004	12.2814
Si	9.4813	9.488	12.2546
Si	-0.0682	2.4208	13.6215
Si	2.7422	-0.143	13.7182
Si	0.0011	8.0997	13.5169
Si	2.586	5.2236	13.3429
Si	5.4506	2.6697	13.6703
Si	7.948	-0.2024	13.6453
Si	5.4356	7.9305	13.441
Si	8.2588	5.3466	13.8951
Si	1.5342	3.6587	14.7401
Si	3.848	1.5356	14.9513
Si	1.6755	8.9852	14.8976
Si	3.8393	6.6837	14.5731
Si	7.0672	3.6599	15.1127
Si	9.1691	1.2822	14.9365
Si	6.8303	8.9812	14.9626
Si	9.4219	7.1284	15.0581
Si	21.9321	-4.5261	19.4112
Si	35.5593	25.9782	24.6279
Si	-20.5326	45.3297	21.7119
Si	-28.5891	-26.646	17.4081
Si	11.0134	15.4117	24.391
Si	44.9202	23.2446	18.6959
Si	-24.276	-26.8814	19.9035
Si	5.4368	8.2736	22.9549
Si	-0.3754	48.144	21.5841
Si	9.6654	12.7229	25.1569
Si	18.8516	-12.4309	24.0877
Si	18.6878	43.5508	20.2428
Si	-6.9308	0.589	17.8545
Si	-16.2324	-21.7947	24.2374
Si	-15.1448	-13.7119	20.3682
Si	-1.1788	22.0558	22.6359
Si	43.6738	-2.5813	17.3733
Si	-6.7587	24.1792	22.7873
Si	9.6203	21.839	17.8623
Si	-16.2497	-8.808	20.0224
Si	1.3476	15.3134	17.5864
Si	17.3579	4.3636	18.1709
Si	5.2504	-2.1541	17.7399
Si	-6.7472	-25.8058	25.2121
O	7.1262	10.7326	-3.2054
O	4.0839	12.4038	-0.2286
O	-13.6299	-1.9669	-1.5073
O	9.0933	26.3835	-6.375
O	-14.1823	-1.5534	-6.5116
O	0.8943	18.4706	-8.5253
O	-31.0426	46.5116	-8.9934
O	11.2844	0.5489	-4.7957
O	15.4778	-0.8107	-8.8481
O	-16.436	-24.506	-5.8057
O	11.2182	3.1267	-5.5951
O	21.1482	-25.5136	-10.673
O	9.9715	9.3832	-9.1846
O	14.0452	-5.2802	-1.8162
O	-10.0114	15.2677	-11.1086
O	-14.7589	19.0974	-3.7573
O	2.3464	0.4971	17.8552
O	-12.518	12.3212	23.6677
O	4.3909	12.5658	18.9533
O	-3.6164	-4.2705	20.7101
O	8.9465	0.5266	21.2388
O	58.5542	25.5385	23.6752
O	23.3605	4.375	23.7227
O	-17.3207	38.5007	15.8383
O	-0.7703	4.9655	23.1232
O	15.729	-8.2251	21.3646
O	-7.5297	8.112	25.8631
O	9.4545	-25.6646	26.7929
O	16.3398	21.4971	25.8277
O	16.8779	9.1403	16.3549
O	28.2066	24.9545	19.2647
O	9.5199	6.8734	19.5353
O	2.7143	2.6677	15.3132
O	-5.7338	5.281	18.3434
O	13.4031	-7.7243	25.8048
O	1.7518	-20.4126	20.2477
O	-11.0438	1.0113	18.5287
O	2.8159	18.7263	15.1116
O	17.1948	19.0301	18.7947
O	-1.3515	0.498	16.3121
O	19.22	23.9935	25.9719
O	-19.1289	-5.5215	17.7309
O	4.5767	-3.7645	23.6858
O	10.5842	3.142	25.0814
O	4.9505	12.2457	23.6949
O	-21.6145	-27.5957	18.4433
O	7.7954	16.0891	18.5238
O	-9.4878	31.4955	26.658
O	15.6866	20.5652	23.4417
O	20.2436	-12.0701	23.306
O	-9.7848	-1.7153	16.4153
O	32.2521	11.5203	25.8813
O	0.2202	5.561	25.6107
O	24.362	1.9513	22.5983
O	8.245	11.1291	18.6987
O	17.7024	4.2391	26.7389
O	-2.671	-8.3578	15.3596
O	-10.318	5.7575	20.8807
O	-15.3549	11.6981	20.4543
O	-5.4311	17.3084	26.035
O	-17.3127	-9.8874	16.3689
O	-2.748	18.9847	15.3666
O	-4.3697	-6.9682	16.6219
O	-28.5752	29.3908	17.6449

Results
free energy: -43865.560 eV
free energy less fixed offsets of O -463.61, Si -117.95 eV per atom: -40.520 eV
pressure: 0.68 GPa
stress xx, yy, zz, yz, xz, xy (GPa, positive in tension): -1.28, -0.7, -0.06, -2.06, -0.22, 0.04

Forces (eV/angstrom), in the order of the atoms: element, x, y, z
Si	0.0086	-0.0206	0.0731
Si	-0.0013	-0.0122	0.041
Si	0.0034	0.0075	0.0443
Si	-0.0215	-0.0185	0.0674
Si	0.0002	0.0359	0.0341
Si	-0.0168	0.0284	0.0897
Si	-0.0173	-0.0312	0.0635
Si	0.0152	-0.0507	0.0408
Si	-0.0049	-0.0083	-0.0153
Si	0.0125	0.0218	-0.0203
Si	0.0144	-0.0033	-0.0189
Si	-0.0009	-0.0102	-0.0089
Si	0.0062	0	-0.01
Si	0.005	0.0038	-0.0164
Si	-0.0029	0.0147	0.0158
Si	0.0112	0.0045	-0.0061
Si	0.0005	-0.0071	0.0107
Si	-0.005	-0.0025	0.0272
Si	-0.0046	-0.0023	0.0232
Si	-0.0089	0.0044	0.0098
Si	0.0137	0.0055	0.022
Si	-0.0092	0.0083	0.0052
Si	-0.0151	-0.0036	-0.0027
Si	-0.0096	-0.0008	0.0159
Si	0.0108	0.0104	-0.0065
Si	-0.0132	0.0159	0.0041
Si	0.004	-0.0036	0.016
Si	-0.0036	-0.0042	0
Si	-0.0031	0.0052	-0.0083
Si	0.0109	-0.0079	-0.0002
Si	0.013	-0.0028	-0.0148
Si	0.0351	-0.0116	0.0038
Si	-0.0058	0.011	0.0127
Si	-0.0183	0.001	0.0101
Si	0.0018	-0.0133	0.0094
Si	0.0066	-0.0145	0.0038
Si	-0.0045	0.0026	0.0109
Si	0.0041	-0.0004	0.0085
Si	-0.0241	0.0102	0.0013
Si	-0.0228	-0.0014	0.0114
Si	0.0151	0.0013	-0.0002
Si	0.0106	-0.0096	-0.0037
Si	0.0045	0.012	-0.0006
Si	-0.0151	0.0028	-0.0041
Si	-0.007	0.0072	-0.0011
Si	0.0119	0.0195	-0.001
Si	0.0199	-0.015	-0.0072
Si	0.0161	-0.0034	0.0008
Si	-0.0172	-0.0096	0.0067
Si	-0.0026	0.0151	0.0014
Si	0.0056	-0.0169	-0.0049
Si	0	0.0011	-0.0022
Si	-0.0122	-0.0036	-0.0025
Si	-0.0085	0.0006	-0.0024
Si	-0.013	-0.0092	0.0024
Si	-0.0055	-0.006	-0.0042
Si	0.018	-0.0067	-0.0054
Si	0.0015	0.003	0.0058
Si	0.0066	-0.0082	0.0003
Si	0.001	-0.0045	0.0038
Si	0.0039	-0.0058	0.0045
Si	0.0076	0.0136	-0.0144
Si	0.0141	0.0096	-0.009
Si	-0.0042	-0.0012	-0.0002
Si	-0.0409	0.0229	-0.0066
Si	-0.0079	0.0141	-0.0033
Si	0.0113	-0.0108	0.0022
Si	0.0022	0.0021	0.0048
Si	-0.0087	-0.0053	0.0012
Si	-0.0012	-0.0062	-0.0095
Si	0.0138	-0.0076	-0.0008
Si	-0.0106	0.0064	0.0041
Si	0.0166	-0.0106	-0.0085
Si	-0.0058	-0.0025	-0.0362
Si	0.0024	0.0005	-0.0161
Si	-0.0151	0.0007	-0.0034
Si	-0.0179	0.0024	-0.0236
Si	-0.0148	0.0153	-0.0266
Si	-0.0042	-0.018	-0.0222
Si	0.0092	-0.0109	-0.0117
Si	0.0011	0.0235	0.0035
Si	0.0066	0.0236	0.0058
Si	-0.0204	-0.0007	-0.0058
Si	-0.0186	-0.0103	0.0015
Si	0.0196	-0.0051	0.0044
Si	0.018	0.0149	0.0016
Si	-0.0091	0.003	0.0065
Si	0.0115	-0.0219	0.0126
Si	-0.0051	-0.019	-0.0612
Si	0.014	0.0021	-0.0629
Si	0.0176	0.0318	-0.0747
Si	0.0135	-0.0066	-0.0614
Si	0.008	0.0439	-0.0661
Si	0.0011	0.0359	-0.0307
Si	0.0151	-0.0187	-0.0617
Si	-0.0146	-0.0599	-0.041
Si	-0.0115	-0.0386	-0.0088
Si	-0.0379	-0.0082	0.0505
Si	0.0401	0.0307	-0.0009
Si	-0.0042	-0.028	-0.0245
Si	0.0323	0.0118	0.0687
Si	0.0146	0.0279	-0.0004
Si	0.0172	-0.0067	-0.0047
Si	0.0008	-0.0061	0.0315
Si	0.0011	0.0096	0.0234
Si	0.0112	0.0248	0.0778
Si	-0.0227	-0.0055	0.0377
Si	-0.0154	0.0089	-0.0154
Si	0.0235	0.0044	-0.0808
Si	-0.0393	0.0169	0.015
Si	-0.0151	-0.0109	0.0257
Si	-0.0138	0.0233	0.0269
Si	-0.0282	-0.0262	-0.0537
Si	-0.0019	0.0119	0.0339
Si	0.0109	-0.0191	-0.0405
Si	-0.0073	0.0327	0.0055
Si	-0.031	-0.0049	-0.0221
Si	0.0101	-0.0225	-0.1157
Si	0.0277	0.0139	-0.0424
Si	-0.012	0.0007	0.0604
O	0.0108	0.0083	-0.0257
O	0.0239	-0.0134	-0.0362
O	0.0265	0.0143	-0.0672
O	0.0103	0.0078	0
O	0.0038	0.0028	0.0079
O	0.0263	0.0083	0.0371
O	0.0108	-0.0112	0.0139
O	0.0008	-0.0285	-0.0018
O	-0.0091	-0.0017	0.0132
O	0.0075	-0.0024	-0.0343
O	-0.0109	-0.0109	0.0051
O	0.0244	0.0294	0.0751
O	-0.0122	0.0189	0.0374
O	0.0196	-0.0045	-0.021
O	0.0116	0.005	0.0443
O	0.0218	0.016	-0.0162
O	0.0043	-0.0133	0.018
O	-0.0104	-0.0253	-0.0316
O	-0.0044	-0.0021	0.0142
O	-0.0038	0.0147	-0.0204
O	0.0089	-0.0171	0.0048
O	0.0011	-0.0087	-0.0168
O	-0.0074	0.006	-0.0399
O	0.0136	0.0016	0.0571
O	-0.0076	-0.0123	-0.0089
O	0.0077	-0.0094	-0.027
O	0.0229	-0.0105	-0.0406
O	-0.021	0.0141	-0.0374
O	-0.011	-0.0071	-0.0406
O	-0.0258	-0.007	0.0741
O	-0.003	-0.0248	0.0315
O	-0.0138	0.0028	-0.0021
O	-0.0191	0.0049	0.0272
O	-0.0035	0.0082	0.0214
O	0.0127	0.0074	-0.0332
O	-0.0105	-0.0054	0.0122
O	0.0007	0.0109	0.0151
O	0.0103	-0.0195	0.0262
O	-0.002	-0.0086	0.0079
O	-0.01	-0.0208	0.0308
O	0.0142	-0.0328	-0.0621
O	0.0139	0.0269	0.0233
O	0.0022	0.0158	-0.0329
O	-0.027	-0.0076	-0.0268
O	0.0055	-0.0189	0.0057
O	-0.0072	0.0111	0.0067
O	0.0174	0.0172	0.0218
O	-0.0022	0.0186	-0.0461
O	0.0116	0.0163	-0.0193
O	0.012	0.0119	-0.0137
O	0.005	0.004	0.0421
O	-0.0244	0.0182	-0.0626
O	-0.0193	-0.0002	-0.0418
O	-0.0107	-0.0163	-0.0037
O	-0.0033	-0.0015	-0.001
O	0.016	-0.0004	-0.0495
O	-0.0027	-0.0319	0.0324
O	0.0043	0.0264	-0.0113
O	0.0101	-0.0179	0.0056
O	-0.0134	0.0182	-0.0309
O	0.0174	-0.0217	0.0777
O	-0.0402	0.0225	0.0127
O	-0.0165	0.0027	0.1064
O	-0.007	0.0033	0.0239
